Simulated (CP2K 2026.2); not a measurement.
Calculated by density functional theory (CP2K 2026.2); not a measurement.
Periodic cell of 506 atoms, Si360O146, from a study of silicon, its oxide and their interface. The atomic structure is a simulated model.
Doubt: the forces sum to 3.04 eV/angstrom along one axis rather than to zero, so they err by at least 0.0060 eV/angstrom per atom on average; the grid cutoff is modest.

Settings: functional PBE; method Gaussian and plane waves; basis set DZVP-MOLOPT-SR-GTH; pseudopotentials GTH-PBE; grid cutoff 300 Ry, relative cutoff 40 Ry; k points Gamma only; occupations fixed; spin none; net charge 0.

Cell vectors (angstrom)
a 16.32 0 0
b 0 16.32 0
c 5.915 -7.2766 33.9906

Atoms and the computed forces on them: element, x, y, z (angstrom), force x, y, z (eV/angstrom)
Si -9.352 6.776 24.492 -0.036 -0.005 -0.08
Si 0.235 0.225 -0.571 -0.024 -0.4 0.574
Si -0.058 4.481 -1.264 0.027 -0.049 0.142
Si -3.081 0.605 -3.022 0.069 0.054 0.116
Si -6.927 5.071 24.188 0.097 -0.055 -0.028
Si 0.709 6.183 -6.666 -0.058 -0.029 0.016
Si -8.672 -0.599 -5.704 0.042 -0.022 -0.078
Si 7.249 1.527 0.28 -0.054 0.153 0.555
Si -8.101 6.137 -2.55 0.082 -0.022 0.091
Si 2.36 2.487 -0.601 0.184 0.205 0.595
Si 2.506 -2.669 1.246 0.156 -0.147 0.752
Si -6.243 -6.456 -0.351 0.12 0.186 0.545
Si -5.102 0.408 1.53 0.054 0.017 -0.068
Si 3.883 2.947 -5.952 -0.143 -0.005 0.107
Si -8.279 8.083 1.298 0.087 0.031 0.713
Si -6.092 4.363 -3.241 -0.022 -0.078 -0.045
Si -5.281 -5.294 1.406 -0.408 -0.35 0.186
Si -1.455 -4.908 -2.503 -0.012 -0.013 0.027
Si -0.43 -0.534 1.537 -0.046 -0.017 -0.031
Si 3.138 3.158 1.527 -0.008 -0.016 -0.055
Si 0.563 6.009 1.37 0.204 0.053 0.586
Si 2.319 7.693 1.446 0.052 0.045 -0.053
Si -0.366 -5.985 1.548 -0.242 -0.079 0.527
Si 4.794 -1.025 -0.128 0.266 0.351 0.535
Si 5.73 0.236 1.581 0.006 0.02 -0.006
Si -7.872 3.071 1.6 0.045 0.018 -0.032
Si 4.894 4.813 1.61 -0.216 -0.075 0.567
Si -9.32 -3.236 -0.199 0.312 0.188 0.563
Si 3.643 8.54 -0.342 -0.459 -0.267 0.572
Si -7.898 -2.32 1.389 0.027 -0.002 -0.051
Si -4.978 -1.649 -2.216 0.032 0.079 0.066
Si -3.303 2.104 1.315 -0.013 -0.009 0.029
Si -6.133 4.818 1.432 -0.017 -0.046 -0.017
Si -2.196 8.701 1.532 0.147 0.197 0.575
Si -3.446 -3.712 -0.616 0.097 0.122 0.089
Si -2.14 -2.225 1.53 0.126 0.207 0.53
Si -1.492 1.262 2.663 0.021 0.026 -0.029
Si 1.388 4.187 2.704 -0.039 0 -0.055
Si -1.255 6.86 2.663 -0.036 -0.022 -0.037
Si 1.344 9.371 2.815 0.004 -0.005 -0.028
Si -1.289 -4.103 2.714 -0.009 -0.012 -0.008
Si 1.312 -1.404 2.805 0.081 0.003 -0.047
Si 4.114 1.419 2.785 -0.018 0.011 -0.022
Si 6.74 4.045 2.874 -0.051 0.016 0.049
Si 3.986 6.676 2.776 0.04 0.011 -0.062
Si -8.169 -5.406 3.963 0.013 -0.018 0.015
Si 3.993 12.24 2.522 0.002 0.01 -0.018
Si -9.416 -1.297 2.856 0.011 -0.01 0.02
Si -6.739 1.443 2.901 -0.02 -0.007 0.007
Si -4.208 3.947 2.562 0.028 0.008 -0.054
Si -6.897 6.712 2.655 0.008 0.07 -0.069
Si -4.024 -6.748 2.763 0.018 -0.055 -0.03
Si -6.76 -3.971 2.665 -0.046 -0.002 -0.016
Si -3.984 -1.296 2.743 -0.001 -0.028 -0.025
Si -2.704 -0.001 4.213 -0.023 -0.015 -0.008
Si -0.057 2.723 3.907 0.005 -0.005 0.004
Si -2.74 5.398 3.847 -0.026 0.005 -0.007
Si -0.006 8.102 4.228 0.028 -0.002 0.027
Si -2.714 -5.363 4.134 0.027 -0.042 -0.004
Si 0.055 -2.824 4.165 -0.017 0.036 0.017
Si 2.701 0.022 4.046 0.017 -0.022 0.015
Si 5.462 2.658 4.247 -0.01 0.028 0.006
Si 2.682 5.411 4.239 -0.016 0.002 0.006
Si 5.407 8.129 4.016 0.021 0.01 0.013
Si 2.733 10.86 4.008 0.01 0.067 -0.007
Si 5.401 -2.746 3.973 -0.038 -0.023 -0.005
Si -8.094 0.035 4.214 0.002 0.054 0.034
Si -5.4 2.774 4.232 -0.004 -0.02 -0.02
Si -8.26 5.507 4.151 0.026 -0.033 0.001
Si -5.437 8.094 3.959 -0.044 0.015 0.037
Si 6.755 9.517 2.645 -0.029 -0.009 -0.02
Si -5.381 -2.681 4.062 0.018 0.002 0.038
Si -1.327 -1.41 5.48 0.018 -0.019 -0.002
Si 1.314 1.394 5.361 0.002 0.003 -0.001
Si -1.395 4.073 5.315 -0.019 0.004 -0.002
Si 1.349 6.775 5.575 -0.023 -0.005 0.031
Si -1.372 9.542 5.473 -0.001 -0.009 0.006
Si 1.415 12.165 5.479 0.029 -0.017 0.016
Si 4.076 -1.368 5.384 0.038 -0.003 0.003
Si 6.84 1.341 5.57 0.004 -0.013 0.038
Si 4.086 4.059 5.535 -0.026 -0.01 0.01
Si 6.741 6.857 5.485 -0.05 0.016 0.023
Si 4.079 9.508 5.39 -0.005 -0.004 -0.006
Si 6.779 12.235 5.368 0.001 0.005 -0.024
Si -6.727 -1.358 5.482 0.016 -0.008 0.022
Si -4.064 1.368 5.543 0.02 -0.024 -0.001
Si -6.834 4.142 5.479 -0.024 0.002 -0.035
Si -4.064 6.751 5.321 0.01 0.016 -0.005
Si -6.798 -6.806 5.32 -0.012 0.009 -0.016
Si -4.079 -4.038 5.477 -0.005 0.018 0.022
Si 0.021 0.005 6.782 -0.007 0.03 -0.009
Si 2.678 2.692 6.807 -0.026 0.002 -0.001
Si -0.063 5.388 6.8 -0.016 -0.022 -0.015
Si 2.734 8.184 6.825 0.016 0.018 0.017
Si 0.016 10.858 6.835 -0.006 -0.004 0.024
Si 2.749 -2.73 6.79 0.001 0.015 -0.01
Si 5.431 -0.048 6.817 -0.023 -0.01 -0.002
Si 8.179 2.755 6.864 -0.011 -0.005 0.012
Si 5.429 5.463 6.85 -0.007 -0.005 0.017
Si 8.163 8.21 6.769 0.023 -0.002 -0.013
Si 5.446 10.87 6.761 -0.005 -0.016 -0.014
Si 8.156 -2.734 6.757 0.002 0.009 -0.007
Si -5.419 0.002 6.875 -0.014 -0.017 0.003
Si -2.686 2.753 6.806 0.03 0.024 0
Si -5.426 5.476 6.783 0.021 0.01 0.003
Si -2.752 8.132 6.751 0.012 -0.012 -0.007
Si -5.462 -5.455 6.749 0.007 -0.03 -0.013
Si -2.712 -2.716 6.848 0.014 0.004 0.011
Si -1.346 1.367 13.624 0.014 -0.013 0
Si 1.352 4.091 13.606 -0.023 0.015 0.001
Si -1.382 6.793 13.602 -0.013 0.011 -0.01
Si 1.354 9.502 13.577 0.02 -0.015 -0.001
Si -1.375 -4.087 13.584 -0.011 0.013 0.01
Si 1.382 -1.356 13.621 0.02 -0.02 -0.001
Si 4.081 1.381 13.587 -0.014 0.009 0
Si 6.798 4.071 13.609 0.009 -0.015 -0.003
Si 4.078 6.783 13.593 0.019 -0.013 -0.003
Si 6.787 9.521 13.613 -0.026 0.024 0.003
Si 4.072 -4.072 13.603 -0.014 0.019 -0.008
Si 6.821 -1.347 13.581 0.009 -0.015 0.003
Si -6.807 1.375 13.593 -0.016 0.007 -0.009
Si -4.075 4.081 13.61 0.022 -0.01 -0.002
Si -6.805 6.805 13.622 -0.008 0.005 0.011
Si -4.077 9.505 13.599 0.01 -0.003 -0.015
Si -6.786 -4.087 13.588 0.029 -0.015 -0.004
Si -4.084 -1.352 13.585 -0.025 0.013 -0.001
Si -2.727 0.002 14.957 -0.003 -0.001 -0.005
Si 0.003 2.746 14.986 0.006 -0.009 0.014
Si -2.722 5.43 14.984 -0.007 -0.004 0.002
Si -0.01 8.149 14.942 -0.007 -0.013 -0.012
Si -2.729 -5.45 14.957 -0.009 -0.018 -0.002
Si -0.001 -2.736 14.938 0.019 0.018 -0.014
Si 2.734 0.045 14.965 0.003 -0.004 -0.005
Si 5.434 2.711 14.978 -0.002 -0.001 -0.004
Si 2.717 5.438 14.971 0.009 0.009 0.004
Si 5.426 8.141 14.96 -0.001 0 -0.007
Si 2.708 10.861 14.938 0.005 0.015 -0.009
Si 5.453 -2.694 14.927 -0.017 -0.013 -0.007
Si -8.16 0.015 14.961 0.016 0.003 -0.004
Si -5.446 2.732 14.96 0.001 -0.012 -0.013
Si -8.169 5.438 14.975 -0.005 -0.004 -0.001
Si -5.421 8.148 14.977 0.011 0.011 0.006
Si -8.15 -5.439 14.945 0.002 0.002 -0.003
Si -5.438 -2.716 14.946 0.005 0.004 -0.007
Si -1.347 -1.362 16.29 -0.003 -0.011 -0.008
Si 1.378 1.406 16.343 0.005 -0.004 -0.002
Si -1.36 4.091 16.369 0.005 0.018 -0.005
Si 1.331 6.79 16.318 -0.016 0.01 0.008
Si -1.356 -6.812 16.306 -0.005 0.015 0.005
Si 1.332 -4.123 16.295 -0.026 -0.036 0
Si 4.144 -1.291 16.287 0.04 0.027 0.007
Si -9.527 1.35 16.347 -0.028 -0.03 0.007
Si 4.072 4.074 16.339 0.013 -0.009 -0.002
Si -9.536 6.794 16.336 -0.009 -0.002 -0.017
Si 4.047 9.493 16.306 0.01 -0.007 -0.011
Si -9.515 -4.059 16.273 0.005 0.023 -0.004
Si -6.797 -1.355 16.304 -0.007 -0.005 -0.012
Si -4.088 1.371 16.316 0.002 -0.013 -0.008
Si -6.785 4.099 16.337 0.012 0 0
Si -4.085 6.767 16.357 -0.019 -0.027 -0.007
Si -6.796 9.513 16.306 -0.004 0.017 0.002
Si -4.089 -4.079 16.309 -0.008 0.012 0.002
Si -0.041 0.06 17.635 -0.01 0.019 -0.019
Si 2.76 2.716 17.757 -0.036 0.001 -0.017
Si 0.045 5.412 17.738 0.016 -0.019 0.005
Si 2.61 8.204 17.681 0.008 0.024 -0.02
Si -0.023 -5.477 17.718 0.005 -0.002 -0.012
Si 2.746 -2.695 17.49 0.005 -0.002 -0.011
Si 5.473 0.007 17.793 -0.003 -0.022 -0.017
Si -8.153 2.73 17.652 0.003 0.019 0.006
Si 5.385 5.469 17.696 0.012 -0.005 -0.018
Si -8.1 8.103 17.669 0.002 -0.032 -0.018
Si 5.497 10.826 17.581 -0.002 0.016 -0.004
Si -8.227 -2.647 17.656 -0.035 0 -0.044
Si -5.395 -0.045 17.661 -0.016 -0.002 0.003
Si -2.777 2.756 17.701 -0.008 -0.018 -0.026
Si -5.457 5.44 17.771 -0.004 0.043 -0.011
Si -2.685 -8.197 17.656 0.028 -0.014 0.011
Si -5.512 -5.384 17.663 0.011 -0.011 0.013
Si -2.646 -2.78 17.642 0.022 0.019 -0.022
Si -1.431 1.399 19.036 0.008 -0.044 0.032
Si 1.4 4.043 19.151 -0.046 0.063 0.011
Si -1.303 6.796 19.075 -0.007 0.034 -0.013
Si 1.28 -6.807 19.165 -0.001 -0.051 0.011
Si -1.35 -4.125 19.1 -0.009 -0.018 -0.006
Si 1.396 -1.341 18.817 -0.027 0.013 0.029
Si 4.133 1.39 19.164 0.014 0.023 -0.023
Si -9.507 4.12 18.995 -0.001 0.001 0.017
Si 3.933 6.834 19 0.009 -0.028 0.015
Si 5.394 8.172 20.228 0.051 -0.031 0.027
Si 4.12 -4.059 18.776 0.042 0.033 0.051
Si 6.828 -1.363 19.204 0.033 -0.007 0.032
Si -6.801 1.312 18.96 -0.038 -0.024 0.047
Si -4.11 4.08 19.148 0.039 -0.044 0.008
Si -6.813 6.788 19.173 -0.028 -0.029 0.002
Si -4.106 -6.803 18.882 -0.015 0.03 0.043
Si -6.933 -3.995 19.014 0.005 -0.039 0.045
Si -3.973 -1.427 18.971 -0.01 0.041 0.038
Si -2.693 -0.059 20.416 0.014 -0.028 -0.003
Si -0.042 2.676 20.455 0.047 -0.001 0.01
Si -2.68 5.46 20.443 0.015 -0.014 0.052
Si -0.063 8.129 20.638 -0.012 -0.007 0.067
Si -2.811 -5.53 20.354 0.037 0.003 0.038
Si 0.128 -2.68 20.249 -0.004 -0.005 0.063
Si 2.699 -0.082 20.316 -0.02 0.023 0.074
Si 5.553 2.799 20.465 -0.039 -0.017 0.099
Si 2.7 5.49 20.531 -0.018 -0.042 0.029
Si -9.446 9.474 18.962 -0.017 0.062 0.05
Si 2.762 -5.292 20.192 0.004 0.005 0.015
Si 5.394 -2.88 20.354 -0.005 -0.022 -0.004
Si -8.058 0.058 20.527 -0.047 -0.01 0.056
Si -5.501 2.62 20.4 -0.02 0.001 0.04
Si -8.225 5.41 20.523 0.027 -0.007 0.072
Si -5.396 -8.072 20.377 0.034 0.007 0.01
Si -8.228 -5.432 20.425 -0.035 0.036 0.009
Si -5.439 -2.687 20.277 -0.007 -0.014 0.057
Si -4.432 0.939 21.68 -0.157 -0.276 -0.425
Si -1.173 4.274 21.83 -0.07 -0.142 -0.652
Si -3.65 7.248 21.609 -0.045 0.061 0.061
Si 1.187 -4.181 23.626 0.195 0.223 -0.597
Si -4.18 -4.074 23.697 -0.129 -0.168 -0.664
Si -2.014 -7.303 21.715 -0.017 -0.142 -0.58
Si 3.647 -1.852 21.528 0.056 -0.006 0.077
Si 4.608 4.637 21.638 0.149 0.081 -0.695
Si 1.092 6.511 22.013 0.155 0.199 -0.72
Si 4.455 -6.339 21.374 0.288 0.204 -0.495
Si 1.919 -3.534 21.526 0.036 0.001 -0.051
Si 6.204 -4.69 21.701 -0.038 -0.006 0.018
Si -6.172 -0.9 21.636 0.058 0.044 -0.119
Si -7.273 3.525 21.68 -0.257 -0.097 -0.534
Si -10.097 6.459 21.59 -0.032 -0.281 -0.549
Si -10.421 -4.354 24.054 0.098 -0.144 -0.685
Si -6.345 -6.25 21.572 0.185 0.119 -0.532
Si -4.62 -4.54 21.47 -0.027 0.005 -0.032
Si -2.493 2.209 23.782 -0.207 -0.026 -0.084
Si 2.009 -7.576 -7.321 -0.096 0.033 -0.031
Si 0.878 0.767 21.514 -0.141 -0.125 -0.626
Si -1.514 -5.534 24.122 -0.121 -0.062 -0.107
Si 1.819 -5.195 -5.307 0.106 0.004 0.052
Si -7.777 -4.623 -2.383 -0.042 0.061 -0.033
Si 2.29 7.391 24.92 -0.003 0.073 -0.227
Si -9.329 7.84 -4.675 0.063 0.053 -0.079
Si -6.149 -1.759 23.781 0.037 0.096 -0.603
Si -9.982 1.175 23.87 0.373 0.229 -0.539
Si -5.853 0.171 26.036 -0.049 0.05 0.057
Si -3.821 7.927 -1.03 0.02 0.022 0.145
Si -0.432 -1.811 24.549 0.046 0.031 -0.241
Si 4.621 5.705 26.157 0.037 -0.02 0.003
Si 2.253 0.69 -5.036 0.054 0.015 -0.049
Si -10.325 -5.832 -3.486 -0.008 0.027 -0.129
Si -6.641 -2.673 -4.543 -0.069 -0.012 0.047
Si -5.737 5.549 -0.737 -0.246 -0.164 0.624
Si -0.744 -3.34 -4.821 0.096 0.013 -0.027
Si 5.36 10.799 1.228 -0.029 0.069 0.693
Si -8.106 -3.295 25.603 -0.046 0.004 0.065
Si -4.561 7.021 23.737 0.23 0.045 -0.636
Si -0.16 -0.528 -3.444 -0.012 -0.097 0.038
Si -5.731 -6.558 24.473 -0.067 -0.037 -0.211
Si -0.799 5.797 -4.053 -0.121 -0.019 -0.011
Si -7.035 1.806 -6.76 -0.102 -0.013 -0.118
Si 0.142 0.999 24.265 0.119 -0.037 -0.044
Si 0.995 -4.54 -0.767 -0.02 -0.084 0.071
Si -2.179 2.334 -0.764 -0.455 0.015 0.573
Si -3.761 -7.834 -6.031 0.006 -0.166 0.039
Si -2.741 6.396 26.119 -0.09 0.028 -0.009
Si -9.399 -7.175 -7.348 0.057 0.072 0.052
Si -6.745 -0.574 0.12 0.181 -0.118 0.771
Si 5.102 0.716 -4.669 -0.04 0.004 0.032
Si 1.431 3.179 25.845 0.042 0.009 -0.036
Si 3.973 -3.562 -6.859 0.497 -0.029 0.145
Si -0.819 -0.997 21.543 0.083 0.246 -0.615
Si -7.543 -7.962 26.356 -0.049 -0.178 0.038
Si -10.848 5.465 -5.947 0.003 0.012 0.076
Si -5.604 6.219 -5.399 -0.019 -0.011 -0.052
Si 4.994 1.502 -1.792 0.004 0.012 0.184
Si -4.642 2.199 -5.034 -0.03 0.121 0.06
Si 0.179 6.023 26.442 -0.085 0.003 0.088
Si 3.822 -0.881 26.236 -0.015 -0.058 0.061
Si -9.025 1.846 21.788 -0.01 -0.037 -0.017
Si 4.671 -1.448 23.583 -0.3 -0.085 -0.693
Si -1.995 -7.8 -3.461 0.01 0.047 0.125
Si -3.083 4.608 -5.779 0.058 0.081 0.085
Si -10.333 -4.485 -6.209 -0.531 0.348 -0.171
Si -10.342 6.463 -0.542 0.06 0.034 0.066
Si 3.059 -5.94 -2.516 -0.048 -0.003 -0.188
Si -7.921 4.82 -6.902 0.071 0.07 0.053
Si 4.194 3.37 24.498 0.182 0.081 -0.06
Si 3.47 -6.186 24.249 0.057 0.045 -0.217
Si -1.337 1.368 8.156 -0.007 -0.012 0.004
Si 1.324 4.056 8.166 0.012 -0.015 0.007
Si -1.397 6.785 8.144 0.009 0.012 0.003
Si 1.367 9.513 8.194 -0.004 -0.005 0.012
Si -1.347 -4.088 8.176 -0.004 0.004 0.013
Si 1.38 -1.358 8.146 0.01 -0.01 -0.003
Si 4.058 1.332 8.154 0.007 -0.005 -0.007
Si 6.799 4.105 8.195 0.002 0.003 0.019
Si 4.074 6.82 8.193 -0.008 -0.002 0.017
Si 6.805 9.539 8.152 0.001 0.001 -0.004
Si 4.103 -4.089 8.149 -0.004 -0.001 -0.002
Si 6.808 -1.392 8.16 -0.001 0.007 -0.005
Si -6.79 1.373 8.201 0.004 0 0.013
Si -4.073 4.103 8.151 -0.019 -0.021 0.004
Si -6.795 6.836 8.133 -0.006 0.013 -0.002
Si -4.102 -6.817 8.12 -0.016 0.008 0.005
Si -6.816 -4.098 8.131 -0.003 -0.002 -0.012
Si -4.058 -1.359 8.21 0.01 0.01 0.015
Si -2.698 0.018 9.537 -0.009 0.003 0.011
Si -0.001 2.706 9.548 0.007 -0.012 0.007
Si -2.736 5.447 9.535 -0.009 0.007 0.005
Si -0.015 8.137 9.508 0.022 -0.001 -0.002
Si -2.73 -5.462 9.495 0.025 -0.001 -0.003
Si 0.01 -2.71 9.517 -0.018 0.004 0.001
Si 2.72 -0.013 9.535 0.015 -0.008 0.004
Si 5.422 2.715 9.507 -0.012 -0.001 -0.002
Si 2.695 5.437 9.51 -0.009 0.019 -0.004
Si 5.455 8.173 9.529 0.001 -0.006 0.001
Si 2.73 -5.431 9.527 -0.009 -0.001 -0.001
Si 5.453 -2.739 9.527 0.02 -0.01 0.012
Si -8.167 -0.005 9.519 -0.013 0 0.003
Si -5.419 2.74 9.532 0.007 -0.009 0.007
Si -8.143 5.469 9.52 0.009 -0.004 0.003
Si -5.45 8.172 9.517 -0.021 -0.002 0.005
Si -8.163 -5.434 9.523 -0.009 0.005 0.011
Si -5.449 -2.739 9.507 0.002 0.007 -0.004
Si -1.344 -1.353 10.891 0.015 0.011 0
Si 1.364 1.35 10.899 -0.006 0 0.007
Si -1.368 4.079 10.886 0.006 -0.006 0.003
Si 1.343 6.789 10.879 -0.012 -0.008 0.001
Si -1.369 9.508 10.864 -0.009 -0.019 -0.007
Si 1.363 -4.072 10.882 0.014 0.022 0.004
Si 4.091 -1.369 10.88 -0.004 -0.006 0.003
Si 6.79 1.363 10.869 -0.004 -0.008 0.001
Si 4.068 4.082 10.867 -0.005 -0.005 -0.01
Si 6.81 6.809 10.891 0.007 0.004 0.009
Si 4.085 9.525 10.885 0.01 0.011 0.008
Si 6.805 -4.085 10.895 -0.005 0.005 0.013
Si -6.796 -1.363 10.869 -0.008 -0.009 0.001
Si -4.066 1.374 10.891 0.007 -0.001 0.002
Si -6.793 4.098 10.883 -0.001 0.006 -0.003
Si -4.099 6.806 10.884 0.006 0.003 0.002
Si -6.808 9.522 10.882 0.009 0.008 0.01
Si -4.083 -4.096 10.863 -0.013 -0.018 -0.004
Si 0.01 -0.002 12.268 0.002 -0.004 0.01
Si 2.714 2.735 12.24 0.012 -0.006 0
Si -0.013 5.439 12.247 0.006 0.006 -0.002
Si 2.72 8.146 12.227 -0.004 0.005 -0.017
Si -0.008 10.873 12.224 -0.005 -0.004 -0.009
Si 2.723 -2.714 12.242 0.003 0.001 -0.004
Si 5.441 0.007 12.236 -0.004 -0.004 0.003
Si 8.154 2.728 12.226 0 0 -0.003
Si 5.442 5.429 12.233 -0.009 -0.006 -0.005
Si 8.159 8.167 12.257 0.007 0 0.009
Si 5.436 10.882 12.253 0.005 0 0.001
Si 8.175 -2.719 12.235 -0.006 0.005 0.001
Si -5.444 0.009 12.231 0.002 -0.002 -0.005
Si -2.711 2.722 12.26 -0.012 0.006 0
Si -5.444 5.448 12.26 0.007 -0.001 0.007
Si -2.726 8.155 12.233 -0.001 -0.002 0.001
Si -5.433 -5.451 12.236 -0.005 0.001 0.001
Si -2.728 -2.722 12.223 0.006 0.003 -0.01
O 2.577 2.296 -5.19 -0.555 0.312 0.436
O -5.52 4.26 -1.725 0.12 -0.548 0.121
O 1.665 1.011 -0.493 0.188 -0.289 0.284
O 0.224 -0.412 25.042 0.234 0.002 0.485
O -2.276 5.275 -4.526 -0.228 0.01 0.284
O -2.652 -8.022 0.012 0.389 0.014 -0.314
O 0.348 -5.773 0.067 0.153 -0.35 -0.28
O -10.063 2.045 -0.918 0.17 0.367 -0.11
O -2.738 -7.494 -4.85 0.017 0.394 -0.062
O -8.158 7.337 -3.658 0.417 0.127 0.048
O 4.391 -6.483 0.322 -0.048 0.046 -0.099
O -1.315 1.119 23.552 -0.28 -0.379 -0.1
O -2.642 -4.866 -1.406 -0.128 -0.479 0.065
O 4.637 -5.609 -2.649 -0.018 0.343 0.574
O -4.956 -5.159 24.632 -0.034 -0.077 0.772
O -4.081 -6.403 -6.687 0.102 0.468 0.283
O -10.345 -5.974 -6.851 -0.447 -0.114 -0.197
O 4.616 -0.024 -1.392 -0.285 -0.281 -0.401
O -5.059 -7.371 -0.968 -0.094 -0.045 -0.478
O 3.675 -6.769 22.757 0.011 -0.551 -0.001
O -2.253 4.903 -7.126 0.303 -0.588 -0.561
O 4.876 -5.483 24.658 0.088 -0.065 0.45
O 2.987 -7.474 25.092 0.291 0.124 0.691
O -7.866 -1.652 -4.789 -0.263 -0.048 0.266
O -2.596 -4.326 23.994 0.067 0.405 0.388
O -0.884 7.373 -3.699 0.414 0.253 -0.021
O -9.516 4.943 -6.707 0.067 0.089 -0.311
O -10.316 6.572 -4.901 0 -0.001 0.423
O 1.641 7.467 -6.403 0.138 -0.048 0.444
O -8.408 -3.41 -1.527 -0.061 0.64 -0.389
O 3.708 -1.973 -7.104 0.276 0.166 0.196
O -10.297 -7.341 -4.054 -0.529 -0.278 -0.067
O -1.818 -3.997 -3.795 -0.852 0.194 -0.251
O -8.971 -5.674 -2.639 -0.022 -0.72 0.469
O 1.725 7.101 23.411 0.049 0.231 0.079
O 1.594 -6.243 -6.517 -0.444 0.33 -0.343
O -1.03 -1.642 23.053 -0.37 -0.281 0.091
O -0.241 5.021 -2.764 0.3 -0.02 -0.201
O 4.44 6.174 -6.971 -0.603 -0.13 -0.018
O -10.273 -4.672 -4.609 0.093 0.437 0.201
O -2.005 3.596 23.079 -0.171 0.225 0.314
O 5.238 -2.867 24.15 -0.037 0.007 0.183
O -6.189 -1.104 -1.307 -0.294 0.073 -0.126
O -3.048 7.508 -7.102 -0.053 -0.019 0.011
O 3.563 -0.92 24.651 -0.527 0.069 -0.011
O -6.698 3.814 23.209 0.448 -0.214 0.205
O -9.319 7.08 0.544 -0.173 -0.427 0.16
O -7.964 0.452 -0.29 0.168 -0.175 -0.31
O -6.592 4.694 25.712 0.13 -0.487 0.078
O -1.636 -2.179 25.545 -0.293 -0.303 -0.04
O -5.482 1.704 -6.316 0.453 -0.158 -0.54
O -4.513 -3.069 -1.619 -0.452 -0.479 -0.294
O -3.729 -0.627 -2.197 0.166 -0.032 0.671
O -8.994 -3.746 -6.733 0.532 -0.02 0.436
O -1.967 -6.862 23.313 -0.003 -0.384 0.333
O 0.193 5.676 -0.202 -0.1 0.264 -0.16
O -7.523 3.315 -6.506 0.021 -0.037 0.15
O -9.13 -4.412 25.035 0.03 -0.551 0.126
O -1.261 -6.461 -2.918 0.613 -0.078 0.202
O 0.453 -4.413 -4.99 -0.063 -0.084 0.086
O -7.49 -7.37 0.155 -0.119 -0.097 0.019
O -8.496 5.449 24.14 -0.293 -0.404 -0.52
O -1.474 3.79 -0.86 -0.365 0.424 0.242
O 0.974 0.44 -4.095 -0.011 0.221 0.223
O -8.86 -1.19 -7.201 -0.202 0.392 -0.149
O -9.567 6.077 -1.892 -0.375 -0.18 -0.432
O 4.795 7.509 -0.827 -0.115 0.041 -0.304
O 1.227 3.49 -1.209 0.104 0.217 -0.102
O 1.086 7.286 25.998 -0.161 0.717 0.515
O 3.369 6.262 25.319 -0.03 -0.192 -0.309
O -10.038 7.173 23.091 -0.154 0.685 0.248
O -10.406 -0.377 23.564 0.356 -0.184 -0.129
O -4.388 6.446 -0.708 0.373 -0.365 -0.057
O -8.417 7.947 25.066 -0.028 0.42 -0.141
O -8.667 -7.834 -6.035 0.517 -0.187 -0.156
O -1.47 -3.118 -6.248 -0.146 0.409 -0.014
O -2.437 -2.572 -0.062 0.133 0.201 -0.449
O 0.246 5.545 -5.26 0.489 -0.134 0.12
O 3.635 0.032 -4.464 0.093 -0.461 0.509
O 0.271 2.218 25.285 -0.536 0.016 0.273
O -6.039 6.329 23.678 -0.228 0.409 -0.475
O -5.646 3.081 -4.093 -0.21 -0.272 0.159
O -5.133 7.756 -5.544 -0.386 0.346 0.298
O 4.314 4.351 23.224 -0.156 0.463 0.087
O 1.962 -0.038 -6.463 -0.526 -0.154 -0.015
O -5.991 -3.086 -5.961 0.103 -0.147 0.012
O -4.16 -4.308 0.694 0.322 -0.027 0.263
O -9.058 1.36 25.194 0.352 0.067 -0.011
O 4.967 1.999 24.174 -0.512 -0.266 0.193
O -4.742 -2.577 24.069 0.383 0.213 0.224
O -0.946 1.297 -0.81 -0.079 -0.205 -0.207
O -7.074 5.884 -5.999 -0.275 0.411 0.209
O 0.733 -2.938 24.577 0.327 0.231 0.337
O -4.689 -7.772 24.259 0.492 0.195 0.205
O -7.135 -3.99 -3.728 -0.059 -0.411 -0.15
O -1.608 0.197 -3.547 -0.032 0.42 -0.111
O -5.505 -1.892 -3.709 0.187 0.108 -0.344
O 4.804 4.133 25.796 0.236 -0.294 0.404
O -6.233 -0.345 24.567 -0.346 0.184 -0.207
O 5.36 -0.487 26.517 0.043 0.328 -0.17
O -2.618 2.424 25.389 0.195 0.468 0.156
O -4.079 0.919 -4.247 -0.461 -0.53 -0.466
O -3.337 3.051 -5.479 0.481 -0.272 -0.009
O 4.587 4.265 -5.295 0.039 0.12 0.543
O -3.138 7.967 -2.475 -0.296 -0.348 0.012
O 5.013 1.779 -5.895 0.561 0.142 -0.44
O -6.703 -6.507 23.167 -0.404 -0.058 0.226
O -10.519 -2.216 -0.578 -0.156 -0.214 -0.194
O 2.368 -4.836 -1.558 0.194 0.312 0.373
O -6.794 1.403 26.467 0.035 0.482 0.065
O -0.193 -1.934 -4.242 0.174 0.103 -0.28
O 5.341 5.11 0.054 -0.01 -0.407 -0.449
O -4.53 5.251 -6.114 -0.157 -0.159 -0.453
O -7.903 0.81 -5.833 -0.006 0.078 0.52
O 3.364 -1.698 0.252 -0.079 0.263 -0.134
O 2.329 -5.045 24.375 0.24 0.234 0.633
O -10.383 6.491 25.682 -0.012 0.101 0.193
O -3.707 6.202 24.847 -0.023 -0.496 -0.063
O -1.265 -5.877 25.675 0.241 -0.178 -0.033
O -6.544 -6.821 25.827 -0.168 0.621 0.376
O -0.127 -4.205 -1.883 -0.115 0.285 -0.447
O 0.23 -0.756 -1.879 -0.017 -0.658 -0.166
O -9.975 -4.669 0.23 0.201 -0.203 -0.202
O -7.39 -2.671 24.292 -0.005 0.048 -0.315
O -3.045 1.939 -2.087 -0.483 0.311 -0.221
O 2.888 -7.345 -1.722 -0.704 -0.258 -0.241
O 2.355 -5.955 -3.975 0.135 -0.289 -0.152
O 1.263 1.057 23.099 0.533 -0.008 0.334
O -10.857 1.536 -3.327 0.617 0.367 -0.262
O 2.648 3.072 24.802 -0.211 -0.197 -0.336
O -0.029 5.342 22.381 0.236 0.104 0.447
O -6.676 -5.435 -1.531 0.165 0.022 -0.259
O 3.421 3.309 -7.45 0.284 -0.039 0.017
O 1.356 -3.38 0.305 -0.438 0.127 -0.004
O -6.981 6.415 -1.388 -0.094 0.503 0.189
O -3.84 1.608 23.093 -0.342 -0.032 0.435
O -4.334 0.659 26.023 0.124 -0.092 -0.379
O 3.656 2.404 -1.588 0.021 0.356 -0.273
O -5.514 5.763 -3.847 0.329 0.426 0.307
O 0.905 4.679 25.958 -0.027 0.081 -0.271
O -7.703 4.672 -3.183 -0.635 -0.525 -0.002
O -0.135 -5.097 23.403 0.157 -0.181 -0.57
O -8.92 -2.189 26.445 0.087 -0.108 0.12
O -10.11 -0.392 -5.004 -0.193 -0.268 0.431
O -1.224 6.171 25.655 -0.024 0.137 -0.56
O 2.889 -4.084 -5.778 -0.011 -0.031 0.003

Results
total energy: -102534.175 eV
total energy less fixed offsets of O -438.25, Si -107.07 eV per atom: -4.475 eV
